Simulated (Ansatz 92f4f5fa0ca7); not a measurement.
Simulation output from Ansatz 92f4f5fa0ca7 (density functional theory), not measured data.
Periodic cell of 226 atoms, Si134O92, from a study of silicon, its oxide and their interface. The atomic structure is a simulated model.
Doubt: the cutoff is far below the 930 eV that the study's wrapper takes by default for these files, so forces and energies are approximate.
This geometry differs little from another in the collection (a relaxation step or a small displacement).

Settings
functional: PBE
potential files: Ansatz PAW
basis: plane waves
wave-function cutoff: 580 eV
density cutoff ratio: 5
exchange-correlation grid ratio: 1
k mesh: 1 x 1 x 1, Gamma-centred
self-consistency stop: 5e-08 eV per atom in the density residual
occupations: fixed
spin: none
net charge: 0

Cell vectors (angstrom)
a, 10.938, 0, 0
b, 0, 10.938, 0
c, 0, 0, 31.9494

Atoms: element, x, y, z (angstrom)
Si, 10.6271, 0.0044, 24.4179
Si, 5.0769, 0.1249, 24.6664
Si, 2.8223, 2.2923, 24.5292
Si, 8.5701, 2.4373, 24.5633
Si, 10.7067, 5.5862, 24.3374
Si, 5.1564, 5.6177, 24.4482
Si, 2.988, 7.956, 24.4071
Si, 8.4178, 7.8292, 24.4154
Si, 1.2927, 1.1322, 25.8416
Si, 6.8168, 1.3299, 25.7392
Si, 3.9851, 4.0117, 25.7298
Si, 9.6895, 4.0221, 25.8535
Si, 1.3385, 6.7959, 25.6686
Si, 6.8031, 6.7238, 25.7524
Si, 4.0008, 9.4664, 25.9585
Si, 9.4832, 9.4415, 25.8002
Si, 2.6347, -0.1325, 27.2896
Si, 8.1369, -0.0669, 27.1448
Si, 0.0791, 2.6544, 27.2123
Si, 5.4527, 2.7222, 27.1104
Si, 2.6647, 5.4151, 27.1083
Si, 8.1911, 5.3687, 27.132
Si, 0.0099, 8.1526, 27.1317
Si, 5.5114, 8.1422, 27.1818
Si, 4.0854, 1.3252, 28.4962
Si, 9.5463, 1.3175, 28.5078
Si, 1.3862, 4.0664, 28.5643
Si, 6.8081, 4.0607, 28.5235
Si, 4.0813, 6.7793, 28.4909
Si, 9.5576, 6.7798, 28.4844
Si, 1.2946, 9.4825, 28.6263
Si, 6.8236, 9.5372, 28.5614
Si, -0.0451, -0.0208, 29.9361
Si, 5.4502, -0.014, 29.8975
Si, 2.7724, 2.7115, 29.9004
Si, 8.1873, 2.7011, 29.8766
Si, -0.016, 5.4389, 29.8922
Si, 5.4562, 5.4472, 29.8894
Si, 2.7368, 8.1398, 29.9132
Si, 8.2235, 8.1725, 29.881
Si, 1.3692, 1.3727, 31.2548
Si, 6.8219, 1.3651, 31.261
Si, 4.1152, 4.0834, 31.279
Si, 9.5462, 4.082, 31.2543
Si, 1.354, 6.8074, 31.2757
Si, 6.8292, 6.8411, 31.2462
Si, 4.086, 9.5594, 31.2639
Si, 9.5497, 9.5416, 31.2929
Si, 2.7398, 0.0169, 0.6814
Si, 8.1977, 0.0131, 0.6752
Si, 0.0095, 2.7522, 0.6798
Si, 5.486, 2.7451, 0.7095
Si, 2.7383, 5.4592, 0.6811
Si, 8.2065, 5.4915, 0.6687
Si, 0.0166, 8.2094, 0.7092
Si, 5.4808, 8.2245, 0.6868
Si, 4.1025, 1.3853, 2.069
Si, 9.6009, 1.3606, 2.034
Si, 1.3549, 4.1435, 2.0631
Si, 6.842, 4.1572, 2.0482
Si, 4.0948, 6.8544, 2.0338
Si, 9.5783, 6.845, 2.0678
Si, 1.372, 9.6187, 2.063
Si, 6.8324, 9.6281, 2.0544
Si, 0.0259, 0.0413, 3.4712
Si, 5.4819, 0.0442, 3.4565
Si, 2.7175, 2.7716, 3.4064
Si, 8.256, 2.7843, 3.3438
Si, 0.0242, 5.5189, 3.4762
Si, 5.4723, 5.5308, 3.4253
Si, 2.7421, 8.2424, 3.3971
Si, 8.2399, 8.2851, 3.3881
Si, 1.3758, 1.4594, 4.8475
Si, 6.9109, 1.4838, 4.7256
Si, 4.0599, 4.157, 4.7549
Si, 9.6002, 4.0821, 4.7831
Si, 1.3689, 6.9793, 4.8414
Si, 6.8376, 6.9944, 4.7295
Si, 4.0943, 9.574, 4.7918
Si, 9.6199, 9.5834, 4.8403
Si, 2.7561, 0.0385, 6.1354
Si, 8.2941, 0.1275, 6.0888
Si, 0.0171, 2.8042, 6.3074
Si, 5.5136, 2.8431, 6.0674
Si, 2.7538, 5.5971, 6.1346
Si, 8.2542, 5.6022, 5.9551
Si, 0.0481, 8.3122, 6.3686
Si, 5.5006, 8.3066, 6.2227
Si, 4.4228, 1.1866, 7.3241
Si, 9.8105, 1.1564, 7.6189
Si, 1.1788, 4.5116, 7.5045
Si, 6.6394, 4.5479, 7.2451
Si, 4.3236, 6.7107, 7.5379
Si, 9.7302, 6.6201, 7.4976
Si, 1.2797, 9.9489, 7.7017
Si, 6.7208, 9.9728, 7.4095
O, 9.5811, 1.2381, 23.9779
O, 4.0992, 6.8013, 23.9401
O, 4.0118, 1.237, 24.03
O, 9.5345, 6.697, 23.8935
O, -0.0214, 5.558, 8.0153
O, 5.5702, 0.1324, 7.9084
O, 0.0725, 0.0981, 8.146
O, 5.5327, 5.6177, 7.8784
O, 7.5969, 3.9659, 8.4349
O, 8.7254, 7.0544, 8.7566
O, 2.1824, 9.4634, 9.0354
O, 8.892, 1.683, 8.9202
O, 7.6211, 9.482, 8.7059
O, 3.6032, 1.826, 8.5927
O, 3.5822, 7.2271, 8.943
O, 2.0674, 4.0175, 8.8143
O, 8.1416, 3.4915, 23.3598
O, 0.4517, 4.9311, 22.9551
O, 1.9037, 2.739, 23.2392
O, 5.8334, 4.9126, 23.1163
O, 5.5261, 9.9888, 23.5055
O, 2.4465, 8.6953, 23.0231
O, 0.1904, 10.0695, 23.0849
O, 7.7867, 8.5737, 23.0734
Si, 8.6611, 7.7002, 18.4409
Si, 8.7879, 6.361, 13.6336
Si, 3.7956, 1.543, 14.7371
Si, 2.1388, 5.7509, 17.6284
Si, 2.416, 3.1454, 19.4903
Si, 9.8154, 9.0337, 12.0808
Si, 1.3325, 9.4231, 22.078
Si, 9.1743, 0.9676, 13.1979
Si, 1.4234, 5.0573, 13.0288
Si, 1.7955, 8.2571, 12.8161
Si, 6.6509, 9.5541, 22.4277
Si, 4.5291, 4.6042, 15.71
Si, 8.2104, 3.0237, 9.5846
Si, 0.8431, 8.2486, 19.2628
Si, 6.9513, 1.3507, 21.0916
Si, 8.2284, 8.3202, 9.673
Si, 10.8914, 5.2075, 15.6091
Si, 7.5715, 9.5021, 16.3187
Si, 9.932, 2.058, 20.2972
Si, 3.2183, 8.5159, 9.9145
Si, 6.6977, 3.3497, 17.4088
Si, 1.1679, 0.2113, 19.8026
Si, 3.2371, 2.8195, 12.3004
Si, 7.2212, 5.3953, 19.6847
Si, 5.7501, 8.6731, 11.5467
Si, 5.788, 6.076, 13.2023
Si, 4.6359, 9.7071, 17.6242
Si, 1.0223, 3.5976, 22.1742
Si, 4.8989, 1.4859, 18.8008
Si, 3.1965, 3.0863, 9.5192
Si, 6.453, 10.8236, 13.7931
Si, 10.3518, 0.1198, 15.9722
Si, 5.6645, 3.6589, 11.158
Si, 9.8434, 3.9013, 11.9059
Si, 2.3449, 9.9257, 15.5458
Si, 6.0781, 8.1234, 19.8002
Si, 6.9374, 3.9743, 22.375
Si, 9.7566, 2.78, 17.3661
O, 7.1979, 6.3801, 13.9767
O, 1.8844, 7.0606, 18.6788
O, 10.2926, 4.0401, 16.529
O, 6.1687, 9.9616, 17.0549
O, 10.1494, 0.7052, 14.4687
O, 8.4486, 6.118, 18.8572
O, 5.1725, 0.6894, 14.435
O, 5.7205, 2.0565, 17.5216
O, 8.3476, 1.941, 20.5496
O, 1.9924, 4.301, 18.4016
O, 6.9679, 2.8048, 10.6445
O, 4.873, 2.7106, 12.2231
O, 6.0319, 4.3959, 16.3472
O, 4.5659, 3.9194, 9.9411
O, 10.6899, 2.7737, 21.5551
O, 9.7251, 6.1629, 14.9693
O, 6.0105, 6.4874, 19.839
O, 4.0837, 0.1725, 18.2799
O, 9.2581, 10.5558, 12.2748
O, 2.856, 4.3629, 12.7081
O, 1.9133, 10.7054, 21.2099
O, 3.9943, 2.7244, 19.3817
O, 0.7315, 10.0444, 15.9629
O, 1.2785, 9.8055, 18.8353
O, 1.7129, 1.6662, 19.2719
O, 8.9424, 10.3933, 16.5001
O, 4.8757, 8.5832, 18.791
O, 9.576, 8.7554, 10.4881
O, 6.7499, 4.0875, 18.8572
O, 2.8425, 1.7241, 13.4101
O, 5.8284, 8.7726, 21.2642
O, 2.5445, 2.4506, 10.8776
O, 7.6204, 4.8516, 21.1725
O, 5.2129, 7.4823, 12.5573
O, 0.433, 9.0708, 12.501
O, 7.5828, 1.0618, 13.5786
O, 7.1116, 9.6378, 14.7468
O, 8.9796, 5.0332, 12.6983
O, 8.0951, 8.0393, 16.9122
O, 6.2152, 2.5768, 21.8991
O, 2.4593, 9.0703, 14.1101
O, 0.4267, 4.4918, 11.8656
O, 0.8161, 8.3189, 20.9344
O, 9.3901, 3.834, 10.3496
O, 9.6579, 2.3881, 12.533
O, 7.623, 8.5643, 19.3934
O, 2.5536, 8.1733, 11.368
O, 3.9797, 3.0618, 15.379
O, 0.8361, 4.4907, 14.4404
O, 10.0519, 2.9999, 18.9583
O, 9.1459, 7.8066, 12.9469
O, 10.5145, 0.5376, 20.0756
O, 6.0331, 5.0455, 11.9367
O, 8.1566, 2.7478, 17.0124
O, 3.5373, 5.4835, 16.7297
O, 4.6692, 9.1352, 10.3882
O, 1.5324, 6.6783, 13.1822
O, 4.7619, 5.4938, 14.3454
O, 2.0463, 3.8564, 20.9202
O, 10.5523, 1.414, 16.9492
O, 0.9499, 6.0757, 16.554
O, 7.3346, 10.952, 21.9367
O, 5.9313, 0.9131, 19.9172
O, 6.0696, 10.0322, 12.408
O, 2.848, 0.5483, 15.6043
O, 7.0553, 8.0182, 10.7795
O, 10.2465, 8.0187, 18.6886
O, 3.4483, 9.1996, 16.5769

Results
free energy: -137508.546 eV
free energy less fixed offsets of O -568.88, Si -635.61 eV per atom: 0.154 eV

Forces (eV/angstrom), in the order of the atoms: element, x, y, z
Si, -0.0219, -0.0185, 0.0071
Si, 0.0016, -0.0047, -0.0108
Si, 0.0074, 0.0038, 0.016
Si, 0.0005, 0.0038, -0.0097
Si, 0.0254, 0.0189, -0.0236
Si, -0.0054, -0.016, 0.015
Si, -0.0075, -0.0129, -0.026
Si, 0.0033, 0.0194, 0.0171
Si, 0.0019, 0.0103, -0.0266
Si, -0.0189, 0.0027, 0.0037
Si, 0.0045, -0.0064, -0.0035
Si, -0.0155, -0.0074, -0.0076
Si, -0.0246, -0.0039, 0.0102
Si, -0.0018, -0.0023, -0.0265
Si, 0.003, 0.0183, -0.0139
Si, -0.0094, -0.0042, -0.0045
Si, 0.017, -0.0005, -0.0055
Si, 0.0499, 0.0155, -0.0048
Si, -0.0109, -0.0122, 0.0022
Si, -0.0218, -0.0134, 0.0043
Si, 0.0205, 0.0276, 0.0093
Si, 0.0042, 0.0055, 0.0284
Si, 0.0167, 0.0058, 0.0069
Si, -0.0023, -0.0069, 0.0142
Si, 0.0284, 0.0235, -0.0177
Si, -0.0234, -0.0313, -0.0137
Si, 0.0452, -0.0095, 0.0319
Si, 0.0044, -0.008, 0.0107
Si, -0.0093, -0.0494, -0.0176
Si, 0.0135, -0.0131, -0.0251
Si, -0.0501, -0.0469, 0.0701
Si, 0.0015, -0.0101, 0.0357
Si, 0.027, -0.0269, -0.022
Si, -0.0034, -0.0128, -0.0026
Si, -0.021, 0.0305, -0.0033
Si, -0.0211, 0.0169, -0.0036
Si, -0.0238, -0.001, -0.0015
Si, 0.0007, -0.0029, -0.0032
Si, -0.0256, 0.05, -0.0187
Si, -0.0144, 0.0178, 0.0079
Si, -0.004, 0.003, 0.0039
Si, 0.0168, -0.002, 0.0063
Si, -0.0001, -0.0072, -0.0045
Si, 0.0097, 0.0026, 0.0006
Si, 0.0111, -0.0087, 0.0035
Si, -0.0002, 0.0026, -0.0022
Si, 0.0074, -0.0118, 0.0013
Si, -0.004, 0.0073, -0.0051
Si, -0.0173, -0.0051, -0.005
Si, -0.0021, -0.0035, 0.0053
Si, 0.0014, -0.0016, 0.004
Si, -0.0084, 0.01, -0.0103
Si, -0.001, 0.0034, 0.0058
Si, 0.001, 0.0046, -0.0042
Si, -0.0099, 0.0043, -0.0056
Si, -0.0057, 0.0048, -0.0021
Si, 0.0063, 0.0001, -0.0039
Si, -0.0302, 0.0149, 0.0132
Si, 0.0189, -0.0162, -0.0075
Si, 0.0302, -0.0273, 0.0195
Si, 0.0013, -0.0116, 0.0111
Si, -0.0106, -0.0076, -0.0037
Si, 0.0298, -0.0053, 0.016
Si, 0.0389, -0.0183, -0.0032
Si, 0.0065, 0.0143, 0.0227
Si, -0.0069, -0.0064, 0.0317
Si, -0.0377, 0.0099, -0.0079
Si, 0.0387, 0.0242, -0.0711
Si, 0.0253, 0.0188, 0.0387
Si, -0.0206, 0.0278, 0.0064
Si, -0.0174, 0.0052, -0.024
Si, 0.0129, 0.0745, -0.0246
Si, -0.02, -0.0044, -0.0216
Si, -0.0273, -0.032, 0.0207
Si, 0.013, 0.0197, 0.0101
Si, -0.0054, 0.0036, -0.0035
Si, -0.0344, -0.0098, -0.0205
Si, -0.0155, -0.0394, 0.018
Si, 0.0122, 0.0295, -0.0006
Si, -0.0064, -0.0162, -0.0208
Si, 0.0204, -0.0014, 0.0184
Si, -0.0019, -0.0035, 0.0061
Si, 0.0137, 0.0145, 0.007
Si, -0.008, -0.0008, 0.0109
Si, 0.0122, -0.0053, 0.0129
Si, -0.0113, -0.0032, 0.0106
Si, 0.0134, 0.0157, 0.0107
Si, 0.0046, 0.0085, 0.0138
Si, -0.0142, 0.0024, -0.0287
Si, 0.0025, -0.0033, 0.012
Si, -0.001, -0.0104, -0.0261
Si, 0.019, 0.0091, -0.0111
Si, -0.0097, -0.006, -0.0171
Si, -0.0113, 0.0011, -0.0017
Si, -0.0057, -0.014, -0.04
Si, -0.0022, 0.0023, -0.0261
O, 0.0199, 0.0044, 0.0033
O, 0.0125, 0.0181, 0.0066
O, -0.0026, 0.0032, 0.0016
O, -0.0041, 0.0021, 0.0077
O, -0.007, -0.014, 0.0025
O, 0.008, -0.006, 0.0096
O, -0.012, 0.0039, 0.0034
O, 0.002, -0.0041, 0.0042
O, 0.0043, -0.0123, 0.0058
O, -0.0025, 0.0077, 0.0043
O, 0.0075, -0.0024, 0.0194
O, 0, 0.0002, -0.0027
O, 0.0006, -0.003, 0.0072
O, -0.0003, 0.0012, 0.0056
O, 0.0026, 0.0007, 0
O, 0.0057, 0.001, 0.0124
O, -0.0039, 0.0026, 0.0009
O, -0.0026, -0.0073, 0
O, -0.008, 0.0026, -0.0071
O, 0.0015, 0.0006, -0.0046
O, -0.0003, -0.0043, 0.001
O, -0.0004, 0.0024, 0.0014
O, 0.0047, 0.0029, -0.002
O, -0.0068, -0.0006, -0.0118
Si, 0.0003, -0.0015, -0.0003
Si, -0.0001, 0.0001, -0.0007
Si, -0.0004, -0.0009, -0.0009
Si, -0.0001, -0.0008, 0.0002
Si, 0, 0.0005, 0.0002
Si, -0.0004, 0.0004, 0.0005
Si, 0.0047, -0.0014, -0.0029
Si, 0.0002, 0.0012, -0.0019
Si, -0.0005, 0.0006, -0.0002
Si, 0.0004, 0.0005, -0.0009
Si, 0.0012, -0.004, 0.0037
Si, 0.0005, -0.0001, 0.0001
Si, -0.0003, 0.0031, -0.0045
Si, 0.0002, -0.0004, -0.0008
Si, 0.0012, -0.0035, -0.0019
Si, 0.0088, -0.0068, -0.0004
Si, -0.0001, -0.0001, 0.0003
Si, 0.0006, -0.0001, 0.0001
Si, -0.0011, -0.001, -0.0023
Si, -0.01, 0.0046, -0.0074
Si, -0.0005, -0.0013, 0.0001
Si, -0.0005, -0.0042, -0.0009
Si, 0.0013, -0.001, -0.0006
Si, 0.0007, -0.0008, 0.0004
Si, 0.0012, 0.0012, 0.0007
Si, 0.0014, -0.0002, 0.0004
Si, -0.0011, -0.0004, 0.0002
Si, -0.0007, 0.0062, 0.0049
Si, 0.0003, -0.0001, 0.0006
Si, -0.0021, -0.0002, -0.0052
Si, 0.0028, 0.0007, -0.0007
Si, 0.0018, 0.0005, -0.001
Si, 0.0038, -0.0004, -0.0019
Si, -0.002, 0.0004, -0.0002
Si, 0.0002, -0.0002, 0
Si, -0.0004, -0.0001, 0
Si, 0.0027, 0.0025, 0.0024
Si, -0.0008, -0.0011, 0.0014
O, -0.0006, 0.0004, 0.0005
O, 0.0004, -0.0016, 0
O, -0.0011, 0.0002, 0.0005
O, 0.0013, -0.0005, -0.0007
O, 0.0007, -0.0001, 0.0001
O, -0.0003, -0.0003, 0.0003
O, 0.0004, 0.0005, 0.0006
O, 0.0003, -0.0005, 0.0007
O, -0.0004, -0.0014, 0.0013
O, 0.0002, -0.0005, 0.0002
O, -0.0032, 0.0021, 0.0028
O, -0.0013, 0.0007, 0.0005
O, -0.0005, 0.0003, -0.0008
O, 0.0003, 0.0032, 0.001
O, -0.0005, -0.004, 0
O, 0.0005, -0.0002, 0.0005
O, 0, 0.0002, 0.0007
O, 0.0009, -0.0008, 0.0003
O, 0.0002, -0.0009, 0.0003
O, 0.0005, 0, 0.0011
O, -0.0005, 0.0018, -0.0011
O, 0.0005, -0.0016, 0.0005
O, 0.0003, -0.0006, 0.0007
O, -0.0002, -0.0005, 0.0013
O, 0.0002, -0.0009, 0.0007
O, -0.0002, -0.0007, 0.0005
O, 0.0005, -0.0005, 0.0003
O, -0.0013, 0.0004, -0.0004
O, 0.0006, -0.0017, -0.0003
O, 0.0002, 0.0003, -0.0003
O, -0.0002, -0.002, -0.0009
O, -0.0005, 0.0015, 0.0038
O, -0.0001, -0.0002, -0.0018
O, 0.0003, 0.0011, 0.0003
O, 0.0006, -0.0004, 0.0007
O, -0.0005, 0.0001, 0.0004
O, 0.0005, 0.0003, 0.0008
O, 0.0001, 0.0014, 0.0025
O, -0.0002, 0.0007, 0
O, 0, -0.0021, 0.0004
O, 0.0012, 0.0003, -0.0007
O, 0.0012, 0, 0.0001
O, -0.0006, -0.0005, 0.0005
O, 0.0005, 0.0012, 0.0004
O, 0.0008, -0.0001, 0.0004
O, 0.0003, -0.0011, 0.0009
O, -0.0008, 0.0008, 0.0047
O, 0.0003, 0.0003, -0.0001
O, 0.0002, -0.0003, 0.0004
O, 0.0003, -0.001, -0.0017
O, 0.0006, 0.0003, 0.0004
O, 0.001, 0.0003, 0.0013
O, -0.0001, 0.0018, 0.001
O, 0.0004, -0.0004, 0.0003
O, 0.0009, 0.0003, 0.0003
O, 0.0023, 0.0003, 0.0023
O, 0, 0, 0.0002
O, 0.0004, -0.0001, 0.0007
O, 0.0011, -0.003, -0.0015
O, 0.0005, 0.0003, -0.0001
O, -0.0002, -0.0009, -0.0004
O, 0.0018, 0.003, -0.0008
O, -0.0011, -0.001, -0.0011
O, 0, 0.0001, -0.0006
O, 0.0005, 0.001, -0.0001
O, -0.0026, 0.0017, -0.001
O, 0, -0.0007, 0.0008
O, 0.0004, -0.0009, 0.0005

The program warned: the cutoff lies below the one the program advises for these potential files; the forces do not sum to zero within the program's tolerance; the exchange-correlation potential is rough where the density is thin.
